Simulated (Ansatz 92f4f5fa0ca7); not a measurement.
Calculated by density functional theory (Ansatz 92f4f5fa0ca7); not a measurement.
Periodic cell of 223 atoms, Si132O90As1, from a study of silicon, its oxide and their interface. The atomic structure is a simulated model.
Doubt: the cutoff is far below the 930 eV that the study's wrapper takes by default for these files, so forces and energies are approximate.
This geometry differs little from another in the collection (a relaxation step or a small displacement).

Settings: functional PBE; potential files Ansatz PAW; basis plane waves; wave-function cutoff 580 eV; density cutoff ratio 5; exchange-correlation grid ratio 1; k mesh 1 x 1 x 1, Gamma-centred; self-consistency stop 5e-08 eV per atom in the density residual; occupations fixed; spin none; net charge +1 e, with a uniform compensating background and no finite-size correction.

Cell vectors (angstrom)
a, 10.938, 0, 0
b, 0, 10.938, 0
c, 0, 0, 32.1988

Atoms and the computed forces on them: element, x, y, z (angstrom), force x, y, z (eV/angstrom)
Si, 10.587, 0.2175, 24.8529, 0.0402, -0.0286, -0.1237
Si, 5.7372, 10.6865, 24.7342, -0.0527, 0.0709, -0.3003
Si, 2.4838, 2.9213, 24.6068, 0.0673, -0.1208, -0.3575
Si, 8.4151, 2.4363, 24.7971, -0.0876, -0.078, -0.2241
As, 0.2422, 5.1811, 24.8528, -0.1415, -0.0449, -0.411
Si, 5.1584, 5.7472, 24.6818, 0.0266, -0.0366, -0.1526
Si, 2.9676, 8.0347, 24.5676, 0.1048, 0.0617, -0.2061
Si, 7.9369, 8.456, 24.7178, 0.0176, -0.0147, -0.2919
Si, 1.3279, 1.3896, 26.0067, 0.0166, 0.0081, 0.02
Si, 6.8392, 1.3101, 26.1212, 0.0097, 0.0015, 0.0306
Si, 4.0382, 4.108, 25.9654, 0.0021, -0.0006, 0.0399
Si, 9.5353, 3.9802, 26.1833, 0.0407, -0.0341, -0.0653
Si, 1.4458, 6.9245, 26.0554, 0.1078, 0.0035, -0.0804
Si, 6.7713, 6.8597, 26.0053, -0.0177, 0.0307, -0.0267
Si, 4.1107, 9.542, 26.0029, -0.0103, 0.0084, 0.0158
Si, 9.4499, 9.5854, 26.1435, -0.0265, 0.0209, -0.0101
Si, 2.7259, 0.005, 27.3345, -0.0118, -0.001, -0.034
Si, 8.1487, -0.0186, 27.5645, 0.0024, 0.0213, 0.0445
Si, 0.0377, 2.6891, 27.5177, 0.0504, -0.0238, 0.0179
Si, 5.4275, 2.7473, 27.3593, 0.0039, 0.0061, -0.0367
Si, 2.7299, 5.4487, 27.4329, -0.002, -0.0323, -0.0058
Si, 8.1615, 5.5004, 27.377, 0.0085, 0.0803, -0.0231
Si, -0.0449, 8.2113, 27.3977, -0.0848, -0.0085, 0.0117
Si, 5.4488, 8.2009, 27.4431, -0.0258, -0.0307, 0.0257
Si, 4.0746, 1.3685, 28.7401, 0.0219, -0.0105, 0.0407
Si, 9.5696, 1.345, 28.8659, -0.0608, -0.0049, -0.0526
Si, 1.3638, 4.1144, 28.8347, -0.0062, -0.0223, -0.0133
Si, 6.8113, 4.099, 28.7441, 0.0213, -0.0527, 0.022
Si, 4.0982, 6.8254, 28.8019, -0.0001, 0.0467, -0.0099
Si, 9.548, 6.8261, 28.7735, 0.0201, -0.0001, 0.0107
Si, 1.3725, 9.5809, 28.7374, 0.0222, -0.0122, 0.0235
Si, 6.7764, 9.5444, 28.8704, 0.0413, 0.0175, -0.0452
Si, 0.0167, -0.0266, 30.1788, 0.0249, -0.0122, 0.006
Si, 5.4206, 0.0146, 30.1654, -0.0278, 0.0221, 0.0197
Si, 2.7414, 2.7264, 30.1617, 0.0007, -0.0069, 0.0049
Si, 8.1838, 2.7501, 30.1477, 0.0082, 0.0235, 0.0203
Si, -0.0257, 5.4711, 30.1593, -0.0169, 0.0156, 0.0116
Si, 5.4735, 5.461, 30.1602, 0.0054, -0.0134, -0.0044
Si, 2.7204, 8.2123, 30.1293, -0.0106, 0.0038, 0.0071
Si, 8.1952, 8.1859, 30.1781, 0.0013, -0.0118, 0.0167
Si, 1.3775, 1.3579, 31.5416, 0.0003, -0.0035, 0.0068
Si, 6.82, 1.3779, 31.5055, -0.0058, -0.0061, -0.0029
Si, 4.112, 4.0899, 31.5302, 0.0057, -0.005, -0.0009
Si, 9.5553, 4.1004, 31.5269, -0.0057, -0.0093, 0.0174
Si, 1.3532, 6.8509, 31.492, 0.0028, 0.0056, 0.002
Si, 6.8411, 6.816, 31.5503, 0.0005, 0.0141, 0.0091
Si, 4.0733, 9.5712, 31.5283, 0.007, 0.0029, 0.0149
Si, 9.5766, 9.5507, 31.5381, -0.006, -0.0011, -0.0036
Si, 2.737, -0.0062, 0.7272, -0.0075, 0.0007, 0.004
Si, 8.1923, 0.0088, 0.6675, 0.0092, 0.0096, -0.0152
Si, -0.0087, 2.7324, 0.6972, 0.0024, -0.0103, 0.0035
Si, 5.4823, 2.729, 0.7065, 0.0006, -0.0005, -0.0023
Si, 2.7297, 5.4953, 0.656, 0.0133, -0.0055, -0.0143
Si, 8.2126, 5.4507, 0.7251, -0.011, 0.0059, 0.0063
Si, 0.0126, 8.1851, 0.7015, -0.0085, 0.0075, 0
Si, 5.4618, 8.2097, 0.696, -0.002, -0.004, -0.002
Si, 4.1305, 1.3614, 2.0792, 0.0188, -0.0154, -0.0074
Si, 9.5553, 1.3507, 2.0572, 0.0008, 0.0028, -0.0029
Si, 1.3755, 4.1348, 2.0253, -0.0269, 0.0039, -0.0188
Si, 6.8476, 4.0794, 2.0888, 0.0103, -0.0202, 0.0013
Si, 4.0978, 6.8298, 2.058, 0.0104, 0.0158, -0.0012
Si, 9.5851, 6.8323, 2.0747, 0.0037, -0.0072, -0.0072
Si, 1.3767, 9.541, 2.0764, 0.0244, -0.0127, -0.0051
Si, 6.829, 9.6005, 2.0504, -0.0231, 0.0073, -0.006
Si, -0.0171, -0.0391, 3.3951, 0.0301, 0.0552, 0.0377
Si, 5.496, 0.0094, 3.4902, -0.0271, -0.007, -0.0515
Si, 2.7735, 2.7956, 3.3617, -0.0328, -0.0654, 0.0624
Si, 8.1896, 2.6854, 3.4692, 0.0366, 0.0465, -0.0292
Si, 0.0287, 5.4736, 3.446, -0.0201, -0.0139, -0.0113
Si, 5.4728, 5.4642, 3.417, 0.0139, 0.0192, 0.0125
Si, 2.7703, 8.2022, 3.4659, -0.0257, 0.0006, -0.0347
Si, 8.2028, 8.2314, 3.3815, 0.0071, -0.0286, 0.0462
Si, 1.39, 1.3929, 4.6314, -0.0022, 0.004, -0.0373
Si, 6.8464, 1.3454, 4.9225, -0.002, -0.0032, 0.0419
Si, 4.1514, 4.0842, 4.8122, 0.0081, 0.0066, -0.0026
Si, 9.5795, 4.0783, 4.7708, -0.0026, -0.0021, 0.0123
Si, 1.415, 6.827, 4.8322, 0.0046, 0.0104, 0.0198
Si, 6.8232, 6.8879, 4.7348, -0.0011, 0.0103, -0.0129
Si, 4.1361, 9.5745, 4.8569, 0.0088, 0.0065, 0.034
Si, 9.5517, 9.5495, 4.7989, -0.0087, -0.0076, -0.0035
Si, 2.7448, 0.114, 6.0619, -0.0009, 0.0275, -0.0246
Si, 8.2085, -0.0623, 6.2754, 0.001, -0.0162, 0.0145
Si, 0.0308, 2.6692, 6.0517, 0.0077, -0.0181, -0.0215
Si, 5.4738, 2.7252, 6.2967, -0.0129, 0.0015, 0.0106
Si, 2.8163, 5.4748, 6.1907, 0.0018, 0.0011, 0.0055
Si, 8.1758, 5.4798, 6.0449, -0.0023, 0.0028, -0.0252
Si, 0.0111, 8.1864, 6.1591, -0.0067, -0.0048, 0.0058
Si, 5.529, 8.2211, 6.2417, 0.0093, -0.0079, -0.0199
Si, 3.8345, 1.5736, 7.6103, 0.0195, -0.0307, 0.1174
Si, 9.8433, 1.1358, 7.4623, -0.017, 0.032, 0.1124
Si, 1.63, 3.7975, 7.321, -0.0318, 0.0123, 0.0962
Si, 6.6539, 4.4134, 7.4836, 0.0234, 0.0024, 0.1163
Si, 4.4096, 6.6296, 7.5543, -0.0056, 0.0112, 0.1048
Si, 9.366, 6.9488, 7.413, 0.004, -0.0081, 0.0994
Si, 1.1433, 9.9177, 7.2967, 0.0183, -0.0125, 0.1021
Si, 7.1593, 9.2288, 7.6766, -0.0148, 0.0115, 0.1254
O, 8.3106, 8.0882, 7.9184, 0.0065, -0.0049, -0.0605
O, 2.7173, 2.7374, 7.9665, 0.0059, -0.0062, -0.0681
O, 9.5296, 1.3459, 24.2393, -0.033, 0.0506, 0.0759
O, 4.0461, 6.8562, 24.1178, -0.035, 0.0475, 0.0557
O, 0.0322, 0.0208, 7.9671, 0.0033, -0.0047, -0.07
O, 5.5312, 5.5075, 8.0368, -0.0026, -0.0048, -0.065
O, 6.8425, 9.581, 24.1731, 0.0267, -0.0414, 0.1775
O, 1.3833, 4.0679, 24.0098, -0.1475, 0.152, 0.358
O, 3.866, 7.38, 8.9412, 0.0312, -0.0292, -0.1093
O, 0.8017, 4.3734, 8.603, 0.0332, -0.0429, -0.1138
O, 9.8118, 6.177, 8.8068, -0.0334, 0.0241, -0.1058
O, 2.1279, 9.3784, 8.4909, -0.0398, 0.0546, -0.125
O, 7.514, 3.9238, 8.8027, -0.0345, 0.0454, -0.1263
O, 4.272, 0.9191, 9.07, -0.0397, 0.018, -0.14
O, 6.7271, 9.5604, 9.2258, 0.0194, -0.0101, -0.1712
O, 9.213, 1.8552, 8.8034, 0.0411, -0.0335, -0.1166
O, 7.7109, 3.1536, 23.5113, 0.0973, -0.043, 0.1645
O, 10.2944, 5.7235, 23.4133, 0.3072, -0.2234, 0.423
O, 5.0972, 0.4475, 23.3945, 0.06, -0.0757, 0.2255
O, 5.8623, 5.0863, 23.3545, -0.0496, 0.0623, 0.1462
O, 3.1088, 2.2019, 23.2443, -0.1363, 0.1676, 0.36
O, 2.348, 8.7532, 23.2058, 0.0515, -0.0844, 0.1801
O, 8.6259, 7.8179, 23.3565, -0.0065, -0.0119, 0.1875
O, 0.2408, 10.2955, 23.6049, -0.0642, 0.061, 0.1395
Si, 4.4032, 1.5712, 22.4426, -0.0018, -0.0344, -0.2669
Si, 3.4911, 7.9279, 14.0241, 0.0055, 0.004, 0.0133
Si, 7.1198, 0.9557, 14.664, -0.0164, -0.0092, -0.0188
Si, 0.9635, 9.3419, 22.5204, -0.0424, 0.0522, -0.2982
Si, 1.184, 4.3079, 11.8817, 0.0221, -0.0357, 0.1041
Si, 6.2691, 8.9605, 15.3076, -0.0057, -0.0024, -0.0652
Si, 0.6797, 1.3673, 12.2918, 0.0031, -0.0058, 0.0577
Si, 8.6303, 4.9735, 20.488, 0.002, -0.1254, -0.3286
Si, 0.3262, 5.7143, 9.3656, 0.018, 0.0038, 0.1902
Si, 5.1001, 3.1221, 17.9341, 0.0146, 0.0263, -0.1478
Si, 0.8895, 3.7433, 16.7421, 0.0229, 0.0004, -0.1162
Si, 10.4049, 2.859, 19.2287, 0.0164, -0.0194, -0.2342
Si, 5.283, 1.1805, 10.3512, 0.0062, 0.0193, 0.1807
Si, 0.8722, 0.1782, 19.8414, -0.0488, 0.0533, -0.2657
Si, 6.6452, 9.46, 10.8663, 0.0164, -0.0228, 0.1804
Si, 9.3339, 9.6756, 18.3124, -0.0325, -0.0245, -0.1574
Si, 9.393, 9.2451, 12.5627, 0.0124, -0.015, 0.0591
Si, 6.5785, 3.8513, 22.5699, -0.0271, -0.0032, -0.2696
Si, 2.4444, 8.0657, 9.379, -0.0159, -0.0029, 0.1964
Si, 10.5863, 7.3659, 17.0676, 0.0345, -0.0042, -0.1037
Si, 2.509, 6.2896, 16.571, 0.0001, 0.0018, -0.0798
Si, 10.1806, 4.489, 14.1886, -0.0092, 0.0064, -0.0119
Si, 6.1361, 9.1797, 18.5026, 0.018, -0.0267, -0.1501
Si, 7.9714, 2.5708, 9.5835, -0.0128, -0.0234, 0.1942
Si, 8.8827, 2.1438, 12.453, 0.0143, -0.0231, 0.0942
Si, 5.3331, 6.2427, 18.0579, -0.0335, 0.007, -0.1192
Si, 3.92, 0.5523, 19.4504, 0.0392, -0.0073, -0.2668
Si, 4.2798, 3.8385, 12.0467, -0.004, 0.0251, 0.0819
Si, 5.5449, 6.5993, 12.1334, -0.0033, -0.0179, 0.0883
Si, 8.0119, 2.5082, 17.2132, -0.0213, -0.0158, -0.1216
Si, 4.3613, 2.4779, 14.9611, -0.0016, -0.0223, -0.0433
Si, 1.541, 1.2102, 15.2527, 0.0093, -0.0109, -0.0412
Si, 1.5724, 9.4138, 12.0404, -0.0246, 0.0303, 0.1087
Si, 8.055, 6.8494, 13.8569, -0.0015, -0.0013, 0.0031
Si, 10.3818, 9.8345, 15.4783, 0.0233, 0.0044, -0.0583
Si, 9.7818, 7.0151, 22.5279, -0.1157, 0.1335, -0.2511
Si, 8.0987, 5.4833, 17.386, 0.0005, 0.0188, -0.1744
O, 6.0481, 7.959, 11.2886, 0.0095, 0.0352, -0.0622
O, 6.0195, 9.1985, 16.8862, -0.004, 0.0055, 0.0925
O, 7.6826, 1.3634, 13.1946, 0.0056, 0.0071, -0.0231
O, 0.8973, 1.7459, 13.8617, -0.002, 0.0013, -0.0098
O, 9.418, 6.2605, 16.8708, -0.0191, -0.0121, 0.0487
O, 6.7636, 6.1992, 13.13, -0.0103, 0.0051, -0.0236
O, 5.1272, 4.6587, 18.6036, 0.0028, -0.0092, 0.0626
O, 9.2282, 2.177, 18.2748, 0.0395, 0.0078, 0.0948
O, 2.3571, 0.0966, 19.0838, -0.0196, -0.0046, 0.09
O, 9.4074, 10.2288, 16.7539, -0.0133, 0.0005, 0.0794
O, 2.7913, 4.4343, 11.7082, -0.0099, 0.0041, -0.0364
O, 5.0578, 10.3162, 19.0877, -0.0451, 0.0446, 0.0824
O, 9.4302, 3.2373, 13.4973, -0.0031, -0.0025, -0.0171
O, 0.4453, 1.7663, 19.9665, 0.0168, -0.0231, 0.0853
O, 3.1551, 1.3596, 15.06, -0.0009, 0.006, 0.0144
O, 8.1525, 5.3636, 18.9999, 0.0229, -0.0048, 0.1971
O, 3.8865, 6.6004, 17.3888, 0.029, -0.0012, 0.0499
O, 4.578, 3.2828, 16.3789, 0.0104, 0.0062, 0.0717
O, 9.0683, 5.667, 14.3046, 0.0023, -0.0021, 0.0089
O, 5.465, 2.762, 22.1134, -0.0048, -0.002, 0.1048
O, 10.6742, 4.1504, 15.6883, 0.0046, -0.0035, 0.0333
O, 0.3563, 3.867, 18.2814, -0.0381, -0.0184, 0.1039
O, 10.416, 10.5203, 19.2059, 0.0668, 0.0285, 0.1054
O, 9.6451, 10.0245, 14.02, -0.0016, 0.0007, -0.002
O, 10.9822, 8.043, 22.1527, -0.0179, -0.0305, 0.1014
O, 1.1922, 2.1591, 16.525, -0.0094, 0.0151, 0.0464
O, 9.7457, 3.7789, 20.4138, -0.0512, 0.0677, 0.1183
O, 8.1254, 4.0317, 16.6584, 0.0007, 0.0092, 0.0499
O, -0.039, 9.1029, 11.8991, 0.01, -0.0022, -0.0359
O, 6.5855, 2.421, 18.0054, -0.0122, 0.0004, 0.0566
O, 5.5822, 10.7163, 11.1983, -0.004, 0.014, -0.0604
O, 7.746, 9.5894, 18.8336, 0.0022, 0.0068, 0.0595
O, 10.0306, 1.024, 12.0568, -0.0077, 0.0029, -0.0303
O, 1.3161, 6.9551, 9.0594, -0.0018, 0.0015, -0.078
O, 0.6298, 4.7613, 13.3527, 0.0073, 0.0015, -0.0281
O, 5.7068, 7.6188, 18.9738, 0.003, 0.0093, 0.0661
O, 5.2391, 5.0836, 11.5141, 0.0019, -0.0062, -0.0408
O, 2.7145, 6.9852, 15.1114, -0.0043, -0.0078, 0.0253
O, 0.9128, 2.7447, 11.4624, -0.0014, 0.0158, -0.0409
O, 0.8613, 10.6832, 15.5433, -0.0077, -0.0022, 0.0188
O, 2.407, 8.5853, 10.9103, 0.0219, -0.0316, -0.1178
O, 4.698, 2.4299, 11.2687, 0.0155, -0.0457, -0.0712
O, 4.2552, 3.5078, 13.6753, 0.0001, 0.0024, -0.0225
O, 2.2059, 4.6794, 16.4774, -0.0065, -0.0066, 0.0299
O, 10.705, 8.2474, 15.6891, -0.0084, -0.0097, 0.035
O, 6.9315, 10.2884, 14.6624, 0.0032, -0.0007, 0.0095
O, 2.344, 8.9531, 13.4213, -0.0097, 0.0045, -0.0314
O, 8.0329, 1.517, 15.9101, 0.0122, 0.021, 0.0515
O, 4.1282, 6.9916, 12.8505, 0.0089, -0.0031, -0.0283
O, 4.1734, 2.0056, 18.7103, -0.0282, -0.0545, 0.0978
O, 7.3064, 4.4444, 21.2625, -0.0379, -0.0238, 0.1575
O, 8.412, 2.9287, 11.1063, -0.0189, 0.0101, -0.1104
O, 1.1731, 6.8553, 17.3497, -0.0165, 0.0055, 0.0422
O, 5.6546, 1.5711, 14.7568, -0.0019, 0.0068, 0.0113
O, 8.1318, 9.7574, 11.5837, -0.0363, 0.0051, -0.0593
O, 9.194, 6.3406, 21.1773, 0.112, 0.0877, 0.286
O, 8.9614, 7.7135, 12.844, 0.0023, 0.0099, -0.0195
O, 1.6548, 0.1198, 11.8744, 0.0053, -0.0078, -0.0336
O, 6.6325, 6.146, 17.0461, 0.0084, -0.0075, 0.0493
O, 7.4017, 7.7998, 15.03, -0.0001, -0.0009, 0.0156
O, 1.1806, 10.279, 21.2192, 0.0124, -0.0918, 0.2021
O, 10.0335, 8.2005, 18.3484, -0.0099, 0.0174, 0.0712
O, 3.9615, 0.8429, 21.0655, 0.0197, 0.0523, 0.252
O, 0.3422, 5.3374, 10.933, -0.0197, 0.0301, -0.1035
O, 6.6998, 1.5704, 9.6411, 0.0178, 0.0117, -0.0786
O, 4.7809, 8.7033, 14.6721, 0.0064, 0.0002, 0.008

Results
free energy: -139958.569 eV
free energy less fixed offsets of As -4856.12, O -568.88, Si -635.61 eV per atom: -2.729 eV

The program warned: the cutoff lies below the one the program advises for these potential files; the exchange-correlation potential is rough where the density is thin.
